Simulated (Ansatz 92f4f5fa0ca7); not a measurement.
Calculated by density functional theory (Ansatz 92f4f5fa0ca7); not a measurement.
Periodic cell of 252 atoms, Si144O100N8, from a study of silicon, its oxide and their interface. The atomic structure is a simulated model.
This geometry differs little from another in the collection (a relaxation step or a small displacement).

Settings: functional r2SCAN; potential files Ansatz PAW; basis plane waves; wave-function cutoff 800 eV; density cutoff ratio 5; exchange-correlation grid ratio 1; k mesh 1 x 1 x 1, shifted by 0.5 0.5 0 of a step; self-consistency stop 1e-10 eV per atom in the density residual; occupations fixed; spin none; net charge 0.

Cell vectors (angstrom)
a 10.887 0 0
b 0 10.887 0
c 0 0 35.1919

Atoms: element, x, y, z (angstrom)
Si -0.579 0.4644 0.0487
Si 2.2706 2.8597 0.274
Si 0.1369 5.1858 0.1684
Si 2.8008 7.9398 -0.5958
Si 5.6955 -0.2059 -0.1852
Si 8.1648 2.6754 0.4614
Si 5.9435 4.8441 0.2465
Si 7.7963 8.3877 0.2468
Si 1.1207 1.3116 1.4994
Si 4.0807 3.9334 1.4034
Si 1.4312 6.8421 1.1533
Si 4.054 9.3958 0.9868
Si 6.6922 1.2307 1.4689
Si 9.5401 4.1085 1.6249
Si 6.7651 6.6966 1.4957
Si 9.4007 9.6178 1.3989
Si -0.0418 2.7126 2.9485
Si 2.6804 -0.1346 2.5354
Si 0.0152 8.1855 2.5752
Si 2.7517 5.4764 2.6418
Si 5.3648 2.6031 2.8186
Si 8.0887 -0.0233 2.8628
Si 5.3214 8.1375 2.6509
Si 8.1705 5.4767 2.8946
Si 1.4125 4.1206 4.0952
Si 3.9946 1.2222 4.0614
Si 1.3482 9.4888 4.0059
Si 4.0334 6.8096 4.082
Si 6.7603 4.0394 4.1222
Si 9.4477 1.3483 4.2092
Si 6.7219 9.4492 4.0899
Si 9.5988 6.8556 4.09
Si 0.0099 -0.0292 5.4263
Si 2.7322 2.6956 5.4226
Si 0.0384 5.4656 5.4567
Si 2.6761 8.1588 5.4326
Si 5.3988 -0.0536 5.4573
Si 8.1149 2.7251 5.5249
Si 5.4209 5.447 5.4387
Si 8.1739 8.1652 5.4305
Si 1.3526 1.3634 6.7787
Si 4.0912 4.0604 6.7999
Si 1.3739 6.8096 6.8349
Si 4.0442 9.4975 6.8089
Si 6.7601 1.3386 6.8311
Si 9.5405 4.0943 6.8017
Si 6.8346 6.7861 6.7808
Si 9.5231 9.531 6.7979
Si 0.0186 2.7284 8.1517
Si 2.7244 0.0309 8.1471
Si -0.005 8.1742 8.1558
Si 2.7526 5.439 8.1692
Si 5.4492 2.733 8.1905
Si 8.1869 0.0227 8.1666
Si 5.4644 8.1575 8.1196
Si 8.1897 5.4427 8.1594
Si 1.3846 4.0799 9.5184
Si 4.0804 1.3841 9.5364
Si 1.3545 9.5636 9.4798
Si 4.1678 6.7821 9.5083
Si 6.8398 4.0936 9.5336
Si 9.5505 1.3981 9.5381
Si 6.7984 9.5455 9.4764
Si 9.5554 6.7927 9.5118
Si 0.0342 0.0307 10.8865
Si 2.7579 2.7684 10.9102
Si 0.0422 5.441 10.8853
Si 2.7893 8.2152 10.745
Si 5.4875 0.0478 10.8695
Si 8.2131 2.7798 10.9124
Si 5.5195 5.4429 10.9405
Si 8.1393 8.148 10.7872
Si 1.413 1.4073 12.2585
Si 4.154 4.0951 12.3141
Si 1.5145 6.829 12.0882
Si 4.113 9.5396 12.1557
Si 6.834 1.433 12.2536
Si 9.5469 4.1497 12.3163
Si 6.8911 6.8418 12.2818
Si 9.4703 9.5061 12.0963
Si 0.036 2.7642 13.6322
Si 2.8953 0.076 13.5639
Si 0.061 8.1618 13.2863
Si 2.8545 5.5902 13.5967
Si 5.5442 2.7804 13.7465
Si 8.1561 -0.0328 13.5115
Si 5.4426 8.1993 13.5396
Si 8.2568 5.5676 13.7684
Si 1.3289 4.3426 14.7946
Si 4.4214 1.1554 15.0606
Si 1.1832 9.7701 14.5151
Si 4.4316 6.7103 15.061
Si 6.6653 4.4189 15.0912
Si 9.7531 1.0706 14.7827
Si 6.565 9.7392 14.8534
Si 10.0888 6.6398 14.8681
Si 0.4366 -3.6659 20.8552
Si -3.6443 19.7136 17.6839
Si 10.4975 -5.3458 22.9277
Si 0.5777 11.6922 23.7689
Si 0.1889 -2.3031 16.8875
Si 4.5116 4.7723 19.0775
Si -3.8425 16.7785 26.9258
Si 7.5834 11.7782 26.9761
Si 1.3967 2.2009 28.7873
Si 7.4468 4.0242 18.0856
Si -6.8723 4.1313 28.6406
Si 11.5894 -9.5564 18.9647
Si -3.7481 7.32 21.588
Si -2.0632 -4.3782 19.2022
Si 24.0414 -4.4553 22.7621
Si -9.0854 -1.6506 19.2319
Si -6.3582 11.1904 22.7181
Si -0.0551 -8.0773 21.4518
Si 6.0542 2.8514 23.4117
Si 15.1808 7.7591 18.0463
Si -3.5298 -11.3995 21.7304
Si 2.6443 2.7379 32.6477
Si -5.8707 -5.5003 21.9948
Si 8.4026 0.8853 24.195
Si -1.706 11.0412 17.5419
Si 2.7597 -8.0439 17.1806
Si -7.717 0.4353 25.4265
Si 7.9583 23.54 30.869
Si 12.8341 -1.4765 22.2537
Si 12.6619 10.3138 30.2221
Si 7.5054 5.5039 23.792
Si 8.367 10.1395 29.3607
Si 10.6907 3.0269 31.13
Si 8.9135 5.446 30.9064
Si 10.8881 9.5152 28.0892
Si -2.2675 12.5448 19.8614
Si 5.2475 11.989 32.0254
Si 6.0465 3.9309 31.0486
Si 2.9981 9.4178 27.7491
Si 20.5233 7.0393 33.2985
Si 0.6758 9.557 32.9936
Si -6.3672 17.9453 28.5269
Si -5.8859 24.3583 26.3572
Si 6.794 3.2126 28.4501
Si 15.0393 5.4524 33.0031
Si 10.4576 1.0062 26.4779
Si 4.5221 20.5407 30.0685
Si 30.7202 7.3895 28.5566
O -3.7757 3.7679 34.9404
O -1.6771 1.6489 34.8346
O -3.3814 4.6611 31.0151
O 15.156 0.0749 24.3022
O 1.1928 3.9997 34.9777
O -1.4875 2.1177 31.5488
O 13.9998 20.5464 30.8648
O 3.3946 6.8623 33.4434
O 5.3707 0.4967 33.551
O 19.787 6.6678 31.9363
O 20.8477 -0.5143 29.128
O 10.6834 8.2173 33.0246
O -2.6878 6.9808 27.1948
O 5.3438 5.4234 34.0691
O 10.8879 10.7552 33.8419
O 6.7853 9.4784 34.7353
O 2.2014 3.8893 16.0926
O 0.167 5.3832 15.2671
O 10.1049 -3.4546 16.3089
O 5.5195 -0.014 15.4825
O 1.4342 8.9548 15.9162
O 7.1908 8.7963 16.057
O 8.1704 -2.3604 29.4553
O 16.2537 -0.1686 30.9665
O -18.3033 7.8814 27.6148
O 7.6361 11.4306 20.5379
O 9.0797 1.1881 16.2866
N 5.4539 3.634 29.4612
O 3.7641 12.674 16.4353
O 1.4402 12.9505 17.7182
O -0.7446 -1.0352 17.1227
O 8.287 -3.1163 18.334
O 11.7929 8.2843 18.2801
O -7.5672 8.836 18.7926
O 16.4703 -4.0486 21.4803
O 0.7551 10.0933 31.4663
O 0.1515 10.968 14.9212
O 0.8578 13.2887 20.1793
O -2.9317 -4.5078 20.5631
O 4.0162 -3.3842 16.4498
O 5.819 -11.3968 22.2245
O 11.6979 -0.6609 23.1013
O 3.6957 5.6828 22.9275
O -3.5724 3.8058 16.4768
O 5.5086 5.5307 15.509
O 5.7254 6.5808 27.5682
O 2.7957 10.0046 26.2722
O 4.5049 4.5514 20.6945
O 15.0611 -0.6647 28.5725
O -1.5878 -8.4708 21.1116
O -11.4393 -3.9016 22.1562
O -7.6913 -0.3877 22.0122
N -15.484 4.5168 22.8912
O 7.5463 13.0807 23.65
O 21.6608 4.3574 21.8488
O 16.6642 -2.4707 18.2428
O 15.8675 -2.8003 29.7659
N -11.8967 -9.8961 18.8706
O 11.6949 12.6416 27.3098
O 7.3914 4.5336 27.733
O 1.5517 -0.0539 19.1061
O -0.533 5.7583 33.9833
O 6.033 -6.2997 18.5891
O 9.0782 12.4196 27.1468
O 1.741 17.1634 21.2073
O 14.4348 3.6793 18.3407
O 8.3701 10.7066 22.9685
O 1.0685 5.7533 23.6887
O 5.0232 1.887 22.5288
O 7.4784 10.5917 28.0768
O -2.9828 13.39 29.4092
N 1.5683 -1.3635 28.7033
O -6.4202 3.9384 27.0831
O -5.5678 -7.9482 24.8425
O -2.2689 -5.7667 18.3863
O -6.7834 6.3081 18.7513
O -14.0134 10.3564 17.9905
N -11.7036 11.9572 24.7535
O -3.3483 -2.0436 21.2306
O 3.7581 -5.1881 29.0163
O 11.4536 12.8385 22.6545
O 12.0503 13.5977 31.9833
O 3.0226 4.2967 32.9544
O -0.1583 10.2886 26.6783
O -3.4111 17.8745 23.1399
O 3.8269 1.9324 31.8498
O 7.012 5.5636 25.3411
O 12.7614 0.9802 29.7614
O 2.0724 20.0093 33.7184
O 11.0324 13.7518 29.5618
O -3.3581 22.0907 25.4584
O 5.0047 5.0351 31.6637
N 6.4758 2.2873 31.6689
O 12.7291 11.9437 24.7573
N 12.1131 -2.0911 20.7916
O -1.7468 16.9505 29.441
O 13.5308 14.1473 28.8051
O 7.76 2.6502 18.8996
O -7.0766 12.3866 26.4463
O -0.5372 -2.8859 28.0466
O 9.1259 5.1344 23.7349
O 8.4666 7.5641 34.238
O 10.1874 4.5458 31.3187
N -4.4967 2.0818 27.2289
O -8.4784 -2.835 23.0601
O 18.8639 11.0327 30.6514
O 13.5306 2.0287 34.1034
O 21.2693 6.7159 19.6269

Results
free energy: -152234.980 eV
free energy less fixed offsets of N -386.36, O -570.45, Si -639.56 eV per atom: -2.460 eV

Forces (eV/angstrom), in the order of the atoms: element, x, y, z
Si -0.0072 0.004 0.0475
Si -0.002 0.0076 0.0448
Si 0.0052 -0.0034 0.0424
Si 0.0043 -0.0022 0.0589
Si 0.0039 -0.0165 0.0617
Si 0.001 -0.001 0.0244
Si 0.005 -0.0062 0.0413
Si -0.0057 0.0099 0.0352
Si -0.0004 -0.0027 0.0009
Si -0.0005 0.0002 -0.0046
Si -0.0007 0.0018 -0.0036
Si -0.0016 0.0002 -0.0028
Si -0.0006 0.0016 -0.0042
Si -0.001 0.0015 -0.0008
Si -0.0002 -0.0004 -0.0007
Si 0.0014 -0.001 -0.0045
Si 0.0004 0.0003 0.0003
Si -0.0014 0.0002 0.0011
Si 0.0008 0.002 0.0006
Si 0.0009 -0.0015 0.0007
Si 0.0013 -0.0001 0.0015
Si -0.0011 -0.0005 0.0002
Si 0.0013 -0.0021 0.0013
Si -0.0004 -0.0004 0.0006
Si -0.001 0.0002 -0.0012
Si 0.0007 0.0009 0.0005
Si 0.0007 -0.0015 0.0011
Si -0.0009 0.0011 0.0007
Si 0.0013 0.0007 0.0001
Si 0.0007 0.0011 0
Si 0.0006 -0.0001 -0.0005
Si -0.0004 -0.0006 -0.0009
Si 0.0012 -0.0003 -0.0007
Si 0.0017 -0.0005 -0.0004
Si -0.0004 -0.0002 0.0006
Si 0.0004 0 -0.0008
Si -0.0002 0.0002 -0.0004
Si 0.0002 0.0003 0.0006
Si 0.0001 0.0006 -0.0004
Si 0.0009 -0.0005 -0.0006
Si 0.0012 0 -0.0006
Si 0.0004 0.0004 -0.0006
Si 0.0007 -0.0004 -0.0008
Si 0.0001 -0.0002 0.0007
Si 0.0002 -0.0004 -0.0004
Si 0.0009 0 -0.0003
Si -0.0003 0.0006 -0.0005
Si 0.0005 -0.0003 -0.0006
Si 0.0006 0.0003 -0.0004
Si 0.0007 -0.0001 -0.0013
Si 0.0011 0.0003 -0.0016
Si 0.0005 0.0007 -0.0011
Si 0.0016 0.0001 -0.0002
Si 0.0008 0.0003 -0.001
Si 0.0007 0.0001 0.0001
Si 0.0008 0 -0.0004
Si 0.0006 0.0006 0.0002
Si 0.0015 0.0002 0
Si 0.0009 -0.0005 -0.002
Si 0.0012 0 0.0003
Si -0.0009 0.0008 0.0004
Si 0.0006 -0.0001 0.0001
Si 0.0011 0 -0.0014
Si 0.0001 0.0001 0.0005
Si -0.0006 -0.0006 -0.0012
Si 0.0007 0.0002 0.0005
Si 0 0.0007 -0.001
Si 0.0005 0.0003 0.0004
Si -0.0002 0.0003 -0.0018
Si -0.0008 0.0005 0.0013
Si 0.0003 0.0005 0.0005
Si -0.0009 -0.0013 -0.0017
Si 0.0003 0.0005 0.0013
Si 0.0001 -0.002 0.0021
Si -0.0003 -0.0006 -0.0018
Si -0.0001 -0.0004 0.0004
Si 0.0004 0.0014 0.0012
Si 0.0001 0.0014 0.0013
Si 0.0027 0.0005 -0.001
Si -0.0001 0.0004 -0.0014
Si -0.0008 -0.0007 -0.0005
Si 0.0008 -0.0001 -0.0019
Si -0.0004 0.0006 -0.0035
Si 0.0008 0.0014 -0.0035
Si 0.0018 -0.0002 -0.003
Si 0.0009 0.0003 -0.0042
Si 0.0011 -0.0007 -0.0012
Si 0.0028 -0.0005 -0.0045
Si 0.0119 -0.0055 0.0448
Si -0.0058 0.0067 0.0528
Si -0.0016 -0.0012 0.0431
Si 0.0005 0.0109 0.0641
Si 0.0081 -0.0085 0.0633
Si -0.007 -0.0044 0.0589
Si 0.0079 -0.0133 0.0536
Si 0.0055 0.0117 0.0559
Si 0.013 -0.0125 0.107
Si 0.0114 -0.0125 0.1238
Si -0.0171 -0.0101 0.0983
Si -0.0037 0.0072 0.1347
Si 0.0026 0.0143 0.1151
Si 0.01 0.0045 0.1349
Si -0.0008 0.0153 0.1477
Si -0.0098 -0.0038 0.1273
Si -0.0019 0.0108 0.1192
Si 0.0083 0.0009 0.1233
Si 0.0001 0.0002 0.1009
Si -0.0053 0.0067 0.1107
Si -0.0119 0.0075 0.1132
Si 0.0112 -0.0049 0.1241
Si 0.0037 -0.0001 0.0902
Si -0.0088 0.0051 0.1222
Si -0.0052 0.022 0.1133
Si 0.0146 0.0026 0.1389
Si -0.0078 -0.016 0.1186
Si -0.0074 0.0052 0.1243
Si -0.0056 0.0015 0.1301
Si 0.0091 0.0086 0.1054
Si 0.0247 -0.0045 0.1192
Si 0.0052 0.0037 0.1382
Si 0.0037 0.0039 0.1152
Si -0.0145 0.0026 0.12
Si -0.0066 -0.0138 0.1425
Si -0.0071 0.0128 0.0952
Si 0.0106 0.0358 0.1128
Si -0.014 -0.0043 0.1238
Si -0.0188 -0.0121 0.1387
Si -0.001 0.0028 0.0993
Si 0.0139 0.005 0.0962
Si 0.0036 0.0102 0.1093
Si 0.0063 -0.014 0.0953
Si -0.0128 -0.0082 0.1299
Si -0.0178 -0.0068 0.1181
Si -0.0075 0.015 0.106
Si 0.0025 -0.0083 0.1183
Si 0.0047 -0.0007 0.0995
Si 0.0035 -0.0073 0.1152
Si -0.0105 0.0079 0.091
Si 0.0029 0.0158 0.1379
Si -0.0033 0.0048 0.1235
Si -0.0081 0.0309 0.1017
Si 0.022 -0.0091 0.1453
Si 0.0061 0.0252 0.1016
Si 0.0071 -0.0143 0.1043
O -0.0044 0.0039 -0.0228
O 0.0043 -0.0042 -0.0251
O -0.0027 -0.0049 -0.0361
O 0.0236 -0.0051 -0.0917
O 0.0022 -0.0035 -0.0273
O -0.0111 -0.0026 -0.038
O 0.0037 -0.0028 -0.0452
O 0.0126 -0.0266 -0.045
O -0.0051 0.0287 -0.0953
O -0.0124 -0.0235 -0.0699
O 0.0089 -0.0038 -0.0466
O 0.0017 0.0036 -0.0367
O -0.022 -0.0178 -0.062
O -0.019 0.0014 -0.064
O 0.015 -0.0188 -0.0577
O -0.0017 0.0028 -0.0218
O -0.0199 0.0214 -0.0653
O -0.0007 -0.003 -0.0265
O -0.0074 -0.0223 -0.0623
O -0.0006 0.0027 -0.0262
O 0.012 0.0094 -0.0635
O -0.013 0.0151 -0.08
O 0.0027 -0.004 -0.033
O -0.0038 -0.0313 -0.0582
O -0.0101 0.005 -0.0367
O 0.0227 0.0308 -0.0744
O 0.0052 0.0158 -0.0848
N -0.0074 -0.0049 -0.0886
O 0.0242 -0.0215 -0.0604
O 0.0316 0.0226 -0.0603
O 0.0089 -0.0147 -0.0436
O -0.0157 0.0303 -0.0582
O -0.0222 -0.0096 -0.0792
O 0.0227 -0.0143 -0.0511
O -0.0017 0.008 -0.0425
O 0.0179 0.0166 -0.0902
O 0.0069 0.001 -0.031
O 0.0108 -0.0283 -0.0793
O 0.0262 -0.0114 -0.0781
O 0.0031 -0.02 -0.0927
O 0.0218 -0.01 -0.044
O 0.0163 -0.0341 -0.0634
O 0.0043 0.0011 -0.0406
O -0.0148 0.0078 -0.0978
O -0.0012 0.0016 -0.032
O 0.0268 -0.0135 -0.0525
O 0.0037 0.0343 -0.0874
O -0.0152 -0.0097 -0.0967
O -0.0161 -0.0033 -0.0631
O -0.0143 -0.0127 -0.0631
O 0.0098 0.0198 -0.0551
O -0.018 -0.0182 -0.0475
N -0.0173 0.022 -0.0627
O -0.0089 0.0129 -0.0499
O 0.0036 -0.0218 -0.0479
O 0.0044 0.0034 -0.0432
O -0.0041 -0.021 -0.0475
N 0.0009 -0.0194 -0.0694
O -0.0288 -0.0195 -0.0792
O 0.0025 0.0223 -0.0588
O -0.0022 0.0098 -0.0429
O -0.0176 0.0158 -0.0519
O 0.0179 -0.0068 -0.0475
O 0.0114 -0.0015 -0.0552
O -0.0123 0.0068 -0.0595
O -0.0231 -0.0266 -0.0642
O -0.0208 -0.0277 -0.0863
O -0.0005 0.0069 -0.043
O -0.0082 -0.0102 -0.045
O -0.0096 0.025 -0.0696
O -0.0133 0.0158 -0.0759
N -0.0033 -0.0064 -0.0694
O 0.0087 -0.0222 -0.0749
O 0.0209 0.0113 -0.1089
O -0.0101 -0.0187 -0.0465
O 0.0005 0.0237 -0.0504
O 0.0009 -0.0077 -0.0426
N -0.0032 -0.0009 -0.0943
O 0.0034 -0.0105 -0.0428
O 0.0033 0.0057 -0.0365
O -0.0128 0.0414 -0.0914
O -0.0335 -0.0002 -0.05
O -0.0022 -0.0194 -0.0392
O -0.0115 0.0339 -0.0681
O -0.0022 0.0238 -0.0696
O 0.0125 -0.0077 -0.0383
O 0.0133 -0.0112 -0.1277
O -0.0049 0.0137 -0.0539
O -0.0247 0.0221 -0.0517
O 0.0164 -0.0148 -0.0663
O 0.0132 -0.0025 -0.0935
O 0.0265 -0.0262 -0.0638
N 0.0178 0.0116 -0.0521
O -0.0276 0.0012 -0.0697
N -0.0037 -0.0021 -0.0862
O -0.0069 0.0287 -0.067
O 0.0076 0.003 -0.0365
O -0.0118 0.0256 -0.0595
O -0.0086 -0.0162 -0.0536
O 0.0042 0.0056 -0.0347
O 0.028 0.0064 -0.0463
O 0.0202 -0.0186 -0.0481
O -0.0065 -0.005 -0.0339
N -0.0115 -0.0146 -0.0756
O -0.0085 -0.0011 -0.0447
O 0.0066 -0.0228 -0.051
O 0.0043 0.0011 -0.0674
O -0.0259 -0.0049 -0.0612

The program warned: the cutoff lies below the one the program advises for these potential files; the forces do not sum to zero within the program's tolerance; empty levels may hold ghost states of the PAW files; the exchange-correlation potential is rough where the density is thin.
